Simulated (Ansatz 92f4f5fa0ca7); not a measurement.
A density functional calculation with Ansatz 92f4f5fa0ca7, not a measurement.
Periodic cell of 285 atoms, Si195O90, from a study of silicon, its oxide and their interface. The atomic structure is a simulated model.
Doubt: the cutoff is far below the 930 eV that the study's wrapper takes by default for these files, so forces and energies are approximate.

Settings: functional PBE; potential files Ansatz PAW; basis plane waves; wave-function cutoff 580 eV; density cutoff ratio 5; exchange-correlation grid ratio 1; k mesh 1 x 1 x 1, Gamma-centred; self-consistency stop 5e-08 eV per atom in the density residual; occupations fixed; spin none; net charge 0.

Cell vectors (angstrom)
a  11.6015  0  0
b  0  10.938  0
c  0  0  40.8542

Atoms and the computed forces on them: element, x, y, z (angstrom), force x, y, z (eV/angstrom)
Si  0  0  0.9665  0.0033  0.072  -0.0026
Si  3.8672  0  0.9665  -0.0108  -0.0531  0.0235
Si  7.7343  0  0.9665  0.0073  0.0509  0.0078
Si  1.9336  1.3673  0.9665  0.0169  -0.0073  0.0021
Si  5.8008  1.3673  0.9665  -0.0065  -0.023  0.0199
Si  9.6679  1.3673  0.9665  -0.0056  -0.0925  -0.0108
Si  0  5.469  0.9665  -0.0116  0.0212  -0.044
Si  3.8672  5.469  0.9665  0.009  0.0301  -0.0107
Si  7.7343  5.469  0.9665  0.0008  0.0887  -0.0008
Si  1.9336  6.8362  0.9665  0.0024  -0.0573  0.0019
Si  5.8008  6.8362  0.9665  -0.0138  -0.0193  -0.0096
Si  9.6679  6.8362  0.9665  0.009  -0.0451  0.0031
Si  1.9336  2.7345  39.8871  0.0161  0  0.0117
Si  5.8008  2.7345  39.8871  -0.0241  -0.014  0.0279
Si  9.6679  2.7345  39.8871  0.0158  0.0872  0.0186
Si  0  4.1018  39.8871  -0.014  -0.1117  -0.0852
Si  3.8672  4.1018  39.8871  -0.0086  -0.0234  0.0227
Si  7.7343  4.1018  39.8871  0.0669  -0.1315  -0.0652
Si  1.9336  8.2035  39.8871  0.02  0.0871  -0.0435
Si  5.8008  8.2035  39.8871  -0.0032  0.0463  -0.0187
Si  9.6679  8.2035  39.8871  0.0152  0.03  0.0138
Si  0  9.5708  39.8871  -0.0195  -0.0826  0.0006
Si  3.8672  9.5708  39.8871  0.0329  0.1496  0.1383
Si  7.7343  9.5708  39.8871  -0.0056  -0.0477  0.0005
Si  0  0  4.8337  -0.042  0.0127  0.0968
Si  3.8672  0  4.8337  0.0547  0.0833  -0.1091
Si  7.7343  0  4.8337  -0.0731  0.0257  0.1176
Si  1.9336  1.3673  4.8337  -0.0801  -0.0292  -0.167
Si  5.8008  1.3673  4.8337  0.0101  0.0544  0.0466
Si  9.6679  1.3673  4.8337  0.0014  -0.0173  0.0903
Si  0  5.469  4.8337  -0.0668  0.0225  -0.4196
Si  3.8672  5.469  4.8337  -0.0004  0.0506  -0.1001
Si  7.7343  5.469  4.8337  0.0052  -0.0346  0.2023
Si  1.9336  6.8362  4.8337  -0.0362  -0.0753  0.1049
Si  5.8008  6.8362  4.8337  0.0309  -0.1781  -0.241
Si  9.6679  6.8362  4.8337  -0.0437  -0.0389  0.1169
Si  1.9336  2.7345  2.9001  -0.0105  -0.0154  -0.0302
Si  5.8008  2.7345  2.9001  -0.0022  0.0376  0.0118
Si  9.6679  2.7345  2.9001  -0.0053  0.0744  -0.0128
Si  0  4.1018  2.9001  -0.0009  0.0354  -0.0482
Si  3.8672  4.1018  2.9001  -0.0153  -0.0231  -0.0111
Si  7.7343  4.1018  2.9001  -0.0048  -0.0976  0.0255
Si  1.9336  8.2035  2.9001  -0.0065  0.0604  0.0061
Si  5.8008  8.2035  2.9001  -0.0011  0.0123  0.0023
Si  9.6679  8.2035  2.9001  -0.0156  0.0586  0.017
Si  0  9.5708  2.9001  -0.0053  -0.0723  0.0077
Si  3.8672  9.5708  2.9001  -0.0068  0.0377  -0.011
Si  7.7343  9.5708  2.9001  -0.0116  -0.0608  0.008
Si  -2.6243  1.3659  26.6614  0.0578  -0.0202  -0.0518
Si  6.1592  2.4236  23.4689  -0.0039  -0.0238  -0.0117
Si  3.9914  2.7034  25.2802  -0.0349  -0.0055  -0.0274
Si  6.1932  2.1825  30.3494  0.1953  -0.2314  0.0232
Si  11.1158  0.9949  24.4224  0.0101  0.0152  0.0134
Si  9.4403  2.5082  31.8077  -0.0983  -0.0105  -0.1083
Si  3.0704  4.7241  23.4819  0.0111  0.0002  -0.0266
Si  6.9517  7.6312  19.7972  -0.0099  -0.0133  -0.0212
Si  4.363  8.7878  32.7081  -0.1192  -0.1316  -0.0408
Si  -3.4144  4.6707  31.8531  0.092  0.0189  0.0931
Si  8.1372  11.8439  30.5761  0.1652  0.09  0.0786
Si  7.4157  10.6867  28.5599  0.0869  0.045  0.182
Si  -3.7908  -0.9567  31.9785  0.0889  -0.1392  -0.1735
Si  6.1061  4.4414  30.6654  -0.0133  0.1462  0.1258
Si  11.7801  5.0127  31.611  -0.1984  -0.1076  -0.1003
Si  1.353  1.0152  30.7925  0.1022  0.0162  0.0429
Si  -0.1869  2.8856  30.5722  0.0173  -0.0435  0.0635
Si  9.8199  6.2757  30.9573  0.0203  -0.0119  0.121
Si  -1.0064  3.2607  28.3404  0.0387  0.0266  -0.0568
Si  7.2065  10.6753  22.8043  -0.0051  0.0078  0.0055
Si  12.053  9.7238  31.9745  -0.0424  -0.1077  -0.0707
Si  5.5337  10.1866  31.2624  0.0496  -0.4367  -0.4177
Si  5.1981  12.2532  32.1977  -0.3673  0.3751  -0.0175
Si  3.3813  8.9434  24.5781  -0.0035  0.0002  0.0042
Si  0.1379  0.0222  34.0055  0.0413  -0.0418  0.0522
Si  3.9637  -0.3705  34.3478  0.0132  0.2142  -0.2143
Si  7.8401  -0.0322  34.1188  0.087  0.1315  0.0981
Si  2.1687  1.2158  34.2192  -0.0155  0.0272  0.01
Si  5.8216  1.1324  34.3629  0.1469  0.0095  0.1917
Si  9.7531  1.3916  33.9388  -0.0347  0.0421  0.0953
Si  -0.0808  5.4977  33.9636  -0.0534  -0.0015  0.0944
Si  3.8519  5.4515  34.1127  0.0089  -0.0148  -0.0005
Si  7.6984  5.7413  33.942  0.0236  -0.0479  0.0238
Si  1.8811  6.7794  34.0926  0.0601  0.0416  -0.0287
Si  5.6098  7.0361  33.9948  0.004  0.0512  0.0187
Si  9.6969  7.0691  34.0614  -0.0833  -0.0119  -0.0392
Si  1.9638  2.7267  36.0257  -0.0112  -0.0331  -0.0083
Si  5.8314  2.7759  36.0408  0.0122  0.0168  -0.0068
Si  9.6789  2.7564  35.9328  -0.0506  -0.0281  -0.0098
Si  0.0052  4.106  35.938  0.0271  0.0041  0.0133
Si  3.8815  4.0887  36.0334  0.0132  -0.0161  -0.0247
Si  7.7393  4.2078  35.8993  0.0312  0.0204  -0.0562
Si  1.9006  8.1539  36.0335  -0.0292  -0.0343  -0.0844
Si  5.854  8.1759  36.0549  -0.0118  -0.045  -0.0481
Si  9.7306  8.2521  36.0722  0.0129  -0.028  0.0011
Si  0.0457  9.6138  35.9982  -0.0221  0.0798  -0.0196
Si  3.8662  9.3748  36.2553  0.1321  -0.0243  0.1017
Si  7.7879  9.5552  36.0376  0.0049  -0.0074  0.046
Si  0  0  37.9535  0.1295  0.194  -0.0801
Si  3.8672  0  37.9535  -0.0813  0.1242  0.5022
Si  7.7343  0  37.9535  0.0042  0.0664  0.0077
Si  1.9336  1.3673  37.9535  -0.0912  0.0387  0.1521
Si  5.8008  1.3673  37.9535  0.152  0.1051  0.0159
Si  9.6679  1.3673  37.9535  -0.1043  0.1852  -0.4505
Si  0  5.469  37.9535  0.055  -0.1133  -0.2781
Si  3.8672  5.469  37.9535  0.0165  0.0932  -0.035
Si  7.7343  5.469  37.9535  -0.0096  -0.0187  -0.2677
Si  1.9336  6.8362  37.9535  -0.2492  -0.3423  0.1907
Si  5.8008  6.8362  37.9535  0.2314  -0.3222  0.1912
Si  9.6679  6.8362  37.9535  0.1357  -0.1058  0.0703
Si  1.8974  2.7533  6.7323  -0.014  -0.0241  -0.0122
Si  5.7831  2.7434  6.7823  0.0075  -0.0544  0.0137
Si  9.6439  2.7115  6.7972  0.0065  -0.0304  0.0062
Si  -0.0427  4.1155  6.7269  -0.0096  0.0429  0.0012
Si  3.8313  4.0877  6.7433  0.0128  0.0238  -0.0218
Si  7.7362  4.1007  6.8117  -0.0191  0.0602  -0.0073
Si  1.9181  8.2305  6.7595  -0.016  -0.0054  -0.0357
Si  5.7863  8.1818  6.7385  0.0069  -0.0247  -0.0064
Si  9.6259  8.2131  6.7777  -0.0012  -0.0313  -0.0111
Si  -0.0349  9.565  6.7814  -0.009  0.0614  0.0029
Si  3.8689  9.5341  6.7161  -0.0152  0.0498  0.0212
Si  7.6959  9.562  6.7788  0.0188  0.0493  -0.0099
Si  -0.0227  -0.0134  8.7286  -0.0044  -0.0413  0.0342
Si  3.8443  -0.084  8.6494  0.0302  -0.0348  0.0177
Si  7.6764  -0.0415  8.7472  -0.0471  -0.0509  0.0262
Si  1.9474  1.2758  8.562  -0.0271  0.0272  -0.0472
Si  5.7519  1.344  8.7101  0.0054  0.0455  -0.0027
Si  9.6035  1.2947  8.7275  0.0264  0.0521  -0.0247
Si  -0.0221  5.6316  8.5332  -0.099  -0.0417  -0.0205
Si  3.7789  5.464  8.6505  -0.026  -0.0251  -0.0634
Si  7.7215  5.4736  8.7788  0.0661  -0.0731  -0.0686
Si  1.9165  6.9413  8.7297  0.0215  -0.0444  0.0103
Si  5.7592  6.7161  8.5825  -0.026  0.0692  -0.0177
Si  9.6039  6.9651  8.7904  0.0429  -0.0165  0.0022
Si  -2.0245  2.8121  10.5205  0.003  -0.0012  -0.0184
Si  5.5264  0.2401  12.5115  0.0236  -0.0201  -0.0148
Si  11.5971  -1.1538  10.8209  0.076  -0.0507  0.0113
Si  -3.3972  -0.7928  16.3019  -0.0395  -0.013  -0.0469
Si  0.2064  8.0586  21.6837  -0.009  -0.0154  0.0188
Si  6.1121  7.7539  15.3484  -0.0137  0.0191  -0.0224
Si  5.7001  2.7405  10.6474  0.0185  -0.0186  0.0212
Si  10.5608  13.6072  12.6393  0.0975  0.0513  0.1647
Si  9.4352  6.7775  17.8378  -0.0197  0.0024  -0.0063
Si  5.7306  8.0749  10.4428  -0.0068  0.0495  0.0547
Si  3.7922  5.4762  12.5049  -0.0434  0.007  -0.01
Si  9.8082  6.5535  12.3962  -0.1099  0.0641  -0.1816
Si  2.2563  -5.2026  30.8283  0.163  0.0377  -0.016
Si  1.5869  -4.4091  12.6432  0.3758  0.224  -0.095
Si  7.6128  -4.3142  22.5906  0.0054  -0.0102  0.0188
Si  -0.0072  3.9392  10.0977  0.0712  -0.0285  -0.2258
Si  1.808  -2.7643  10.793  -0.0036  0.0452  0.1196
Si  15.206  3.8002  15.019  -0.0138  0.0099  -0.0066
Si  0.2468  2.3625  17.1061  -0.0255  -0.0121  -0.0337
Si  6.0236  0.8119  17.7995  0.0112  -0.0056  -0.007
Si  7.6345  4.1183  10.7544  -0.0385  0.0249  0.0531
Si  7.5164  9.5624  10.7338  0.0499  0.0064  -0.0022
Si  10.51  9.118  16.3992  -0.0136  -0.0348  0.0444
Si  14.856  8.5061  21.3621  -0.0037  -0.0067  0.0133
O  -0.4147  17.2711  27.9668  -0.0152  -0.0068  0.0164
O  0.562  -6.9648  17.0585  0.0133  0.0088  0.0056
O  15.5114  2.2289  15.2244  0.0018  0.0216  0.0103
O  25.3495  8.0706  25.2069  0.0023  -0.0015  -0.002
O  6.084  24.3151  17.6932  0.0055  0.0071  0.0057
O  30.1347  -5.6712  22.069  -0.0352  -0.022  -0.0191
O  21.6455  1.8094  27.8243  -0.0616  -0.0259  -0.0315
O  28.3884  15.7535  20.1128  -0.007  -0.0166  0.0299
O  0.018  24.3351  23.9445  -0.0111  -0.0287  -0.0008
O  4.6342  7.4403  16.0728  -0.0058  -0.0048  0.0214
O  8.2207  21.884  27.1391  -0.0201  0.0657  0.0015
O  30.168  31.5725  24.0692  0.0063  -0.0106  0.0078
O  26.3794  -0.5111  25.2184  0.0142  -0.0106  -0.0008
O  11.9394  24.5511  21.2085  0.0099  -0.0054  0.0036
O  13.57  5.2941  27.4423  0.0258  -0.0392  0.0361
O  28.1413  44.015  16.7241  -0.0108  0.0074  -0.0109
O  25.3152  -18.2886  22.8244  0.0169  0.0244  0.0005
O  14.2039  23.8696  25.6534  0.0228  0.0036  0.0033
O  25.8903  35.7424  28.6963  -0.0173  0.1606  0.0166
O  10.7441  -24.4377  14.9542  0.0261  -0.1281  -0.2428
O  20.1866  32.2558  22.0148  0.0298  0.0053  -0.0144
O  -9.4902  11.3194  27.5891  0.0502  0.0313  0.0922
O  0.3818  17.0137  25.4429  0.0011  -0.0185  0.0292
O  29.85  14.5358  24.5406  0.007  0.0134  0.0508
Si  22.8991  17.9908  14.1439  0.0132  -0.0524  0.2461
Si  12.0405  22.6504  12.4178  -0.0731  0.0665  -0.0959
Si  6.426  19.3126  24.8334  -0.01  -0.0297  0.0251
Si  2.1148  11.4162  25.9589  -0.0047  0.0121  0.0231
Si  14.3565  12.1766  28.8709  -0.1035  0.0809  -0.0956
Si  -1.958  -2.5785  10.803  -0.0555  0.0451  0.0952
Si  -3.9227  16.5275  12.6842  -0.035  -0.0971  0.0118
Si  -0.1006  26.7955  12.1148  -0.3268  -0.1755  0.2622
Si  -7.7618  31.3261  10.5819  -0.0339  -0.0075  -0.0141
Si  7.3346  18.7253  27.8047  -0.0079  0.0016  -0.0442
Si  -1.9884  4.1076  19.3718  0.015  0.0265  -0.0284
Si  -7.3848  22.5004  15.3146  -0.0128  -0.0094  0.0138
Si  -15.8998  14.3786  17.357  0.0244  0.0108  -0.0097
Si  17.444  5.3312  28.4865  -0.0448  0.0861  -0.1645
Si  17.3079  6.8953  12.4529  0.0468  0.0641  0.0572
Si  5.4126  10.2267  20.2771  0.019  -0.0003  -0.003
Si  9.8135  8.4231  32.0228  -0.0027  0.0773  0.0542
Si  14.3643  4.6144  28.705  -0.0769  -0.1391  -0.043
Si  6.5724  25.2869  26.1893  0.0119  0.0189  -0.026
Si  3.8906  15.3516  31.9629  -0.0536  -0.0251  0.0022
Si  22.5942  13.1637  19.951  -0.008  0.0123  0.0006
Si  -19.4189  6.2167  16.7914  -0.0318  0.006  0.006
Si  -7.8402  -6.8388  10.5644  -0.0087  -0.0423  0.0757
Si  16.7555  11.4513  29.1229  -0.1398  -0.1564  0.2461
Si  12.8153  7.0082  24.3917  0  0.0019  0.0048
Si  16.5494  28.2804  19.7209  0.0138  -0.007  0.0289
Si  14.5926  45.8646  32.208  -0.0223  0.0269  -0.0669
Si  9.7342  16.9528  28.68  0.0112  0.0252  -0.1075
Si  2.2389  7.9066  32.0401  0.0202  0.0902  0.0442
Si  12.119  36.1543  22.6781  -0.0063  0.0062  0.0171
Si  21.7473  10.6768  21.6901  -0.0047  0.004  0.0208
Si  1.2521  32.9099  15.4689  0.003  0.0267  -0.0191
Si  32.3774  -9.0436  15.4197  -0.0093  0.0247  -0.0422
Si  -1.3616  16.5593  21.909  -0.0017  0.0069  0.0118
Si  5.6006  4.4654  21.6456  -0.0176  0.0441  0.0361
Si  1.1458  26.9381  15.9725  -0.0721  0.0486  -0.0256
Si  13.5224  24.4819  10.4443  -0.121  -0.051  0.1239
Si  -4.1511  27.7633  15.7143  0.0396  -0.0322  -0.0266
Si  0.4402  16.3364  26.9324  -0.0055  0.0172  -0.02
O  7.6608  16.0073  14.2942  -0.003  0.06  0
O  13.3731  12.4936  11.7733  0.0629  0.007  0.0007
O  13.8558  6.115  23.5147  0.0113  -0.0113  -0.0029
O  9.3691  -6.238  20.8827  -0.0082  0.0056  0.0151
O  27.0675  9.7306  20.4631  -0.0018  0.0016  -0.0018
O  -10.2804  45.3087  16.2031  -0.0056  0.0064  0.0071
O  7.2541  12.1723  23.4523  -0.0129  0.0322  0.0079
O  19.4632  24.4055  26.5726  -0.0121  -0.0177  0.0271
O  16.864  43.9784  14.1242  0.0132  0.0072  -0.0213
O  -1.3868  11.8115  20.5028  0.0061  -0.0103  -0.0003
O  -11.3223  7.8364  23.3242  0.0042  0.0075  -0.0065
O  26.7822  4.2551  24.9612  0.008  0.0041  0.0047
O  -5.9882  12.7376  12.0258  0.0061  0.023  -0.0295
O  -18.996  10.4442  11.8742  0.0092  -0.0264  -0.0275
O  -2.204  37.2043  28.535  -0.038  -0.0181  -0.0065
O  32.3897  17.2853  22.9224  -0.0205  -0.0033  -0.0061
O  -4.6532  32.3281  12.0648  -0.0253  -0.0161  -0.0154
O  -45.7493  0.1715  13.9419  0.0235  0.0037  0.0213
O  23.8207  11.1933  25.3681  -0.0313  0.0124  -0.0139
O  27.2453  6.3938  18.3787  -0.0231  0.0044  -0.0359
O  11.8618  21.0423  16.4197  0.0079  0.0204  0.0121
O  18.2071  37.5522  27.1293  -0.0089  -0.0265  0.038
O  34.3171  61.4035  21.0634  0.004  0.0156  0.0053
O  7.4995  7.6922  21.3549  0.0261  0.007  0.0255
O  8.6559  -4.0838  27.8036  -0.0271  -0.004  0.0525
O  37.6447  10.6509  15.2945  -0.0066  -0.0049  0.014
O  -6.9311  -8.9818  23.9811  0.0086  0.0069  0.0023
O  -16.3812  -6.0044  16.9095  0.0135  -0.0088  -0.0011
O  22.5035  43.8917  23.0689  -0.0119  0.0082  -0.0083
O  -11.7131  -26.9988  15.2611  0.075  -0.0017  0.008
O  19.636  35.6654  16.0363  0.0014  -0.0107  0.0035
O  19.7905  -3.6242  18.7713  0.0251  -0.0006  -0.0023
O  -5.6193  13.8511  21.9191  0.002  0.0043  0.0166
O  25.1992  4.1441  14.9068  0.039  -0.0281  0.0102
O  27.4084  4.7234  16.2404  0.0117  -0.0146  -0.0044
O  -4.7417  -14.7865  23.9417  -0.0077  0.0227  0.0048
O  27.4562  26.1887  13.625  -0.0055  0.0552  -0.0263
O  23.5342  -9.0811  18.6589  0.0122  -0.0171  0.008
O  19.8355  14.478  18.6994  -0.0169  -0.0048  -0.0054
O  36.4843  30.1565  21.0317  0.0049  0.0078  -0.0015
O  -1.8823  44.8543  25.2444  -0.0256  0.0397  0.0821
O  7.5655  9.0606  28.7922  -0.0484  0.0563  -0.0221
O  4.8169  -2.5656  25.0668  0.0568  -0.0018  -0.0007
O  27.4757  37.8296  28.2915  0.0558  0.02  0.0248
O  29.1665  -0.37  21.7676  -0.0081  -0.0021  -0.0078
O  -17.1423  6.959  28.4004  0.029  -0.0637  -0.0132
O  15.9821  26.8115  22.589  0.0226  -0.0126  -0.0036
O  -0.7293  9.3039  21.2202  -0.0003  0.0044  -0.0055
O  2.1432  39.0548  16.5686  0.0353  -0.007  0.0173
O  43.4088  55.0605  15.1824  0.0091  0.0029  0.0341
O  7.1041  8.3071  26.2934  -0.009  -0.0272  -0.0106
O  10.5337  18.9283  17.6238  -0.0199  0.0151  0.0217
O  -0.3376  -17.1552  22.7842  0.009  -0.0085  0.0068
O  10.3769  23.8411  16.5234  0.0193  0.0056  0.01
O  17.3699  -13.9043  13.755  -0.029  -0.0347  -0.0558
O  -1.5047  49.176  18.4812  -0.0062  -0.0013  0.0116
O  7.0284  -12.8127  15.8236  0.0368  0.0004  0.0149
O  -16.8447  9.1298  19.5129  -0.0049  0.0252  0.012
O  40.2667  11.5155  19.3069  0.0007  -0.0029  0.0095
O  28.33  2.6512  26.4712  0.0114  0.0035  0.0214
O  15.7009  39.9827  20.9272  -0.0116  0.0046  0.002
O  7.4866  11.0165  17.5312  0.0062  0.0101  0.0315
O  -14.3225  39.241  16.331  -0.0191  -0.0097  0.0274
O  -43.0236  8.9087  22.9438  0.0017  0.0087  -0.0115
O  11.4541  14.8003  27.0416  -0.0146  -0.0068  0.0448
O  21.2174  46.2323  13.9829  0.0293  -0.0052  -0.0753

Results
free energy: -175137.264 eV
free energy less fixed offsets of O -568.88, Si -635.61 eV per atom: 5.886 eV

The program warned: the cutoff lies below the one the program advises for these potential files; the exchange-correlation potential is rough where the density is thin.
